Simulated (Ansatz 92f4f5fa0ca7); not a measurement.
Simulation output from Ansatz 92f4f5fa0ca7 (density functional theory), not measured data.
Periodic cell of 215 atoms, Si131O82P2, from a study of silicon, its oxide and their interface. The atomic structure is a simulated model.
This geometry differs little from another in the collection (a relaxation step or a small displacement).

Settings
functional: PBE
potential files: Ansatz PAW
basis: plane waves
wave-function cutoff: 700 eV
density cutoff ratio: 5
exchange-correlation grid ratio: 1
k mesh: 2 x 2 x 1, shifted by 0.5 0.5 0.5 of a step
self-consistency stop: 5e-08 eV per atom in the density residual
occupations: fixed
spin: none
net charge: 0

Cell vectors (angstrom)
a 10.938 0 0
b 0 10.938 0
c 0 0 31.5432

Atoms: element, x, y, z (angstrom)
Si 10.4283 0.5241 24.2905
P 6.0383 10.505 24.3336
Si 2.1116 3.2741 24.0612
Si 8.711 2.2384 24.3156
Si 0.4728 5.0877 24.1231
Si 5.1262 5.9134 24.214
Si 3.4662 7.676 24.163
P 7.9746 8.7321 23.6773
Si 1.3081 1.4924 25.4343
Si 6.8707 1.3429 25.5214
Si 4.0151 4.1407 25.3233
Si 9.6531 4.1086 25.4193
Si 1.4971 6.8524 25.322
Si 6.9574 7.0247 25.2443
Si 4.2008 9.5929 25.3913
Si 9.4298 9.6025 25.3401
Si 2.7268 0.0368 26.6645
Si 8.1988 -0.0397 26.8948
Si 0.0034 2.787 26.9031
Si 5.4126 2.7798 26.6886
Si 2.7303 5.4727 26.8139
Si 8.2138 5.5377 26.6344
Si 0.0009 8.2244 26.6003
Si 5.557 8.2168 26.7789
Si 4.0983 1.3726 28.0819
Si 9.5686 1.3789 28.1947
Si 1.3825 4.1378 28.2133
Si 6.8272 4.1492 28.0378
Si 4.1282 6.8508 28.1207
Si 9.6046 6.8489 28.0471
Si 1.3561 9.5867 28.0364
Si 6.8354 9.5513 28.2245
Si 0.0161 -0.0128 29.4927
Si 5.4494 0.0166 29.5027
Si 2.7488 2.7251 29.5022
Si 8.1666 2.7688 29.4792
Si -0.0171 5.4981 29.5047
Si 5.4775 5.4732 29.4827
Si 2.7251 8.2212 29.4587
Si 8.2402 8.173 29.4994
Si 1.3673 1.3673 30.8594
Si 6.8362 1.3673 30.8594
Si 4.1018 4.1018 30.8594
Si 9.5708 4.1018 30.8594
Si 1.3673 6.8362 30.8594
Si 6.8362 6.8362 30.8594
Si 4.1018 9.5708 30.8594
Si 9.5708 9.5708 30.8594
Si 2.7345 0 0.6835
Si 8.2035 0 0.6835
Si 0 2.7345 0.6835
Si 5.469 2.7345 0.6835
Si 2.7345 5.469 0.6835
Si 8.2035 5.469 0.6835
Si 0 8.2035 0.6835
Si 5.469 8.2035 0.6835
Si 4.1171 1.3478 2.0544
Si 9.5448 1.3802 2.0418
Si 1.3359 4.1292 2.055
Si 6.8568 4.0707 2.0556
Si 4.0825 6.8575 2.0388
Si 9.5955 6.8111 2.0519
Si 1.3806 9.5564 2.0576
Si 6.8322 9.5724 2.0647
Si -0.0359 -0.0133 3.3508
Si 5.4707 -0.0128 3.4864
Si 2.7047 2.7222 3.3443
Si 8.1944 2.6965 3.4945
Si -0.016 5.4688 3.514
Si 5.4633 5.4718 3.33
Si 2.7441 8.2029 3.4838
Si 8.2306 8.1828 3.3802
Si 1.3047 1.3652 4.6778
Si 6.8531 1.3002 4.9133
Si 4.0758 4.1145 4.6449
Si 9.5449 4.0612 4.8974
Si 1.3668 6.8659 4.8946
Si 6.8455 6.8006 4.6893
Si 4.1187 9.5589 4.8937
Si 9.5852 9.5578 4.7508
Si 2.6357 0.0395 6.1057
Si 8.243 -0.1376 6.27
Si -0.0032 2.6511 6.2027
Si 5.3951 2.7664 6.0707
Si 2.7676 5.4288 6.1392
Si 8.1089 5.437 6.1806
Si 0.0116 8.2903 6.2413
Si 5.5814 8.1501 6.1648
Si 3.4972 1.9371 7.1774
Si 10.0448 0.8236 7.465
Si 1.7959 3.653 7.3522
Si 6.2298 4.5206 7.3861
Si 4.6567 6.3022 7.2598
Si 9.1833 7.1771 7.335
Si 0.9172 10.1511 7.5213
Si 7.4349 8.8823 7.4996
O 4.5959 6.5854 8.8903
O 1.442 3.9726 8.9494
O 9.7592 6.5121 8.7475
O 1.3449 10.1021 9.1494
O 6.109 4.216 9.0284
O 3.7506 1.6194 8.7669
O 7.1783 8.9639 9.1537
O 9.6765 1.0701 9.0667
O 8.2907 2.596 22.7677
O 10.9375 5.5929 22.6058
O 5.6485 0.0636 22.8212
O 5.3665 5.3492 22.6682
O 2.1231 2.8278 22.4533
O 3.4933 7.8898 22.5098
O 9.1238 8.3145 22.4771
O -0.1284 11.1759 22.7086
Si 2.2216 2.931 12.8926
Si 8.7277 1.3111 10.3623
Si 1.1387 4.4717 15.3617
Si 7.593 5.5698 12.2272
Si 2.5266 8.1096 21.2237
Si 5.4687 7.7882 12.4794
Si 9.3493 0.4283 15.4814
Si 3.0266 -0.0573 16.7019
Si 10.5328 1.1325 12.5885
Si 7.8066 2.794 21.2471
Si 9.208 8.7584 14.4519
Si 1.5243 4.7588 10.3741
Si 4.5578 9.4613 19.195
Si 11.2229 5.9969 21.0498
Si 6.6984 10.4218 14.8552
Si 5.4307 0.6839 21.3239
Si 2.3921 9.8024 10.3769
Si 0.5342 10.5577 21.375
Si 5.8851 5.2177 21.1442
Si 3.6836 7.0773 10.1192
Si 9.1152 5.6639 14.866
Si 3.7254 4.0304 19.087
Si 10.1131 3.5745 19.35
Si 4.3461 8.6409 15.3883
Si 0.5429 1.8744 17.1697
Si 6.8789 7.5138 19.3232
Si 5.3643 3.6042 16.7513
Si 7.8854 5.0009 17.5869
Si 6.7041 9.9272 10.3825
Si 4.4231 1.0539 10.1033
Si 0.0237 9.067 11.8874
Si 9.3871 8.476 20.8515
Si 4.6398 1.6475 14.5944
Si 2.516 2.0502 21.0755
Si 6.3719 3.3443 10.3796
Si 3.5125 5.8831 16.7329
Si 9.9281 6.514 10.3587
O 0.1694 2.5133 18.6159
O 3.0232 9.6074 15.6406
O 11.0442 4.6271 20.1845
O 7.6306 2.4208 9.9492
O 10.9723 5.3203 10.8079
O 6.648 6.7356 12.8777
O 10.3873 8.0401 10.7604
O 7.7417 9.4323 13.9987
O 8.476 6.2019 11.0174
O 5.3443 10.4145 20.2532
O 2.2214 3.714 11.4428
O 8.0492 8.4975 19.9128
O 6.231 6.7015 20.5829
O 5.606 2.6991 15.414
O 1.4408 0.8394 20.7214
O 6.097 9.0597 11.6363
O 4.7138 4.9657 16.1247
O 6.6914 3.8916 17.663
O 10.569 10.642 11.7969
O 5.6604 0.4729 14.0052
O 8.1203 5.0949 15.9939
O 9.823 9.7926 15.5656
O -0.3235 5.1193 15.134
O 1.7705 6.6883 20.8991
O 1.6015 0.6071 17.1984
O 6.6609 1.6737 20.9131
O 1.0884 1.7439 12.8236
O 3.2915 5.4352 18.3146
O 9.6037 2.0029 11.569
O 1.1044 3.0984 16.2449
O 8.6097 5.1117 13.419
O 10.3411 8.5455 13.2942
O 1.5137 9.2955 21.7014
O 10.2369 9.8636 20.515
O 3.2237 0.2078 10.8686
O 5.1203 2.3582 10.8334
O 1.7923 4.0952 13.9318
O 7.9566 10.8754 10.8567
O 9.234 4.4486 18.294
O 5.7307 9.4663 15.7871
O 5.5747 -0.0308 9.7435
O 3.6642 2.2795 13.4128
O 2.0696 5.632 16.0217
O 9.7705 1.0266 14.0201
O 4.4499 6.9461 11.5372
O 4.7666 4.4691 20.2472
O 10.0541 1.3131 16.6202
O 6.7078 4.3193 11.6524
O 5.7091 8.4336 18.6414
O 9.1109 2.6731 20.278
O 3.7051 1.112 15.8098
O 4.3275 3.0419 17.908
O 10.1839 7.1059 20.4596
O 3.3944 8.6525 9.8101
O 4.0311 7.3948 16.4025
O 7.7182 0.4537 15.7062
O 9.0054 7.2786 15.0499
O 4.0102 1.4561 21.3179
O 1.6503 9.1304 11.6887
O 2.3681 6.1405 10.2054
O 7.448 6.4441 18.2228
O 7.2378 4.3112 21.0723
O 4.6074 8.2277 13.8141
O 3.3777 8.5908 19.9234
O 2.5855 3.1319 19.8415
O 3.8673 10.3797 18.0245

Results
free energy: -131440.318 eV
free energy less fixed offsets of O -569.03, P -756.45, Si -635.61 eV per atom: -2.048 eV

Forces (eV/angstrom), in the order of the atoms: element, x, y, z
Si -0.0211 0.0493 -0.0747
P -0.019 -0.0207 -0.0129
Si -0.0581 0.0233 -0.0407
Si 0.0162 -0.0328 -0.0639
Si 0.0299 -0.042 -0.0669
Si -0.0413 0.0005 -0.0553
Si 0.0506 -0.0499 -0.0692
P -0.0165 0.03 -0.081
Si 0.0003 0.0137 -0.0213
Si -0.0269 -0.0374 0.0085
Si -0.0362 0.0085 -0.0253
Si 0.0276 -0.0156 -0.0158
Si 0.028 -0.0082 0.0007
Si 0.0467 0.0905 -0.0015
Si 0.0496 0.0365 0.0209
Si -0.0946 -0.05 0.0241
Si 0.034 -0.0101 0.0283
Si 0.0028 0.0038 -0.0312
Si 0.0062 0.0035 -0.032
Si 0.0004 -0.0317 0.0331
Si -0.0012 -0.0129 -0.0175
Si -0.0215 0.0212 0.0717
Si -0.009 -0.0014 0.0484
Si -0.0156 -0.0095 -0.0037
Si 0.0001 0.0013 0.0142
Si -0.0219 -0.0031 0.0121
Si 0.0123 0.0144 -0.0075
Si 0.0277 0.0311 0.003
Si 0.0169 0.0415 0.0218
Si 0.0016 0.0019 0.0127
Si -0.0268 -0.0151 0.0183
Si -0.0036 -0.0011 0.0059
Si 0.0168 -0.0163 -0.0184
Si -0.0224 0.0229 -0.0272
Si 0.0259 -0.0324 -0.0203
Si 0.0101 0.0311 -0.0066
Si -0.0295 0.0328 -0.028
Si 0.0035 -0.0209 -0.0131
Si -0.0401 -0.0205 -0.0107
Si 0.0271 -0.0251 -0.0328
Si 0.1041 -0.0756 0.0675
Si -0.1326 0.1406 -0.0546
Si 0.1589 -0.0301 0.0179
Si -0.1762 0.0982 -0.096
Si 0.0156 0.2337 -0.1058
Si 0.1109 -0.1211 0.0438
Si -0.1787 0.0646 -0.0882
Si 0.121 -0.0762 0.0705
Si 0.0761 -0.1323 0.0652
Si -0.1498 0.0371 -0.0529
Si -0.1557 0.1083 -0.0193
Si 0.0955 -0.1142 0.0512
Si -0.1495 0.1043 -0.0406
Si 0.0852 -0.1873 0.1004
Si 0.1936 -0.0934 0.0679
Si -0.0216 0.1357 -0.0416
Si 0.0305 -0.0277 0.0216
Si -0.0246 0.0242 0.019
Si -0.0228 0.0268 0.0251
Si 0.0295 -0.0292 0.0217
Si -0.0248 0.0266 0.0205
Si 0.0225 -0.0197 0.0269
Si 0.033 -0.0295 0.0226
Si -0.0273 0.031 0.0303
Si -0.0006 -0.0013 0.0014
Si 0.0031 -0.0055 -0.0253
Si -0.0034 0.012 0.0066
Si -0.0029 0.0022 -0.013
Si -0.0005 -0.0046 -0.005
Si -0.0017 -0.0027 0.0011
Si -0.0056 0.002 -0.0144
Si 0.0027 -0.0062 0.0086
Si -0.0054 0.0001 0.0403
Si 0.0101 -0.0053 -0.0451
Si -0.0005 0.0017 0.038
Si 0.0006 -0.0005 -0.0784
Si 0.0066 0.0035 -0.0731
Si 0.0049 0.0003 0.035
Si 0.0059 -0.0071 -0.0446
Si 0.0022 0.0012 0.0374
Si -0.023 0.0026 -0.0026
Si 0.0015 -0.0205 -0.0146
Si 0.0128 -0.0171 0.0006
Si -0.0119 0.0181 -0.011
Si 0.0154 -0.0132 -0.0051
Si -0.0383 0.0012 0.0082
Si -0.0044 0.0304 0.0075
Si 0.0196 0.0012 -0.0093
Si -0.0494 0.0501 0.0647
Si 0.0229 -0.0262 0.0586
Si 0.0354 -0.0335 0.0502
Si -0.0551 0.0218 0.0519
Si 0.0466 -0.036 0.0571
Si -0.0169 0.007 0.0502
Si -0.008 0.0446 0.0522
Si 0.0317 -0.0528 0.0535
O -0.0202 0.0043 0.0031
O 0.0001 0.0191 -0.0005
O -0.0023 0.0094 0.0062
O -0.0003 -0.0088 -0.0082
O 0.0133 -0.0024 -0.0001
O 0.0171 -0.0119 -0.0064
O -0.0008 0.0187 -0.0133
O -0.0041 -0.0013 -0.0052
O 0.0007 -0.0037 0.0072
O 0.0142 0.0001 0.0203
O -0.0019 0.0152 -0.0251
O 0.018 0.0073 -0.0088
O 0.0167 0.0062 0.0167
O -0.0211 0.0014 0.0017
O 0.046 -0.0066 -0.0555
O 0.009 -0.0126 0.0112
Si 0.0047 -0.0046 -0.0021
Si -0.0022 0.004 0.0099
Si 0.0017 -0.0006 0.0008
Si -0.0013 -0.0033 0.0043
Si 0.0034 0.0003 -0.0038
Si -0.0018 -0.0026 0.0059
Si -0.0018 0.0024 0.0065
Si -0.0032 -0.0011 0.0056
Si 0.002 0.0061 0.0034
Si -0.0003 -0.0016 -0.0082
Si -0.0012 -0.0026 0.0044
Si -0.0043 -0.0002 0.0022
Si 0.0057 -0.0068 -0.0018
Si -0.0043 0.0057 -0.0195
Si -0.0006 0.0015 0.0011
Si 0.0087 -0.0089 0.0193
Si 0.0073 -0.0015 0.0117
Si -0.0055 -0.0089 -0.0097
Si 0.0045 0.0047 0.0056
Si 0.0002 -0.0046 0.0006
Si -0.0014 -0.0015 0
Si -0.0004 0.0001 -0.0017
Si -0.0005 -0.0053 -0.0001
Si -0.0008 -0.0005 0.0011
Si 0.0009 -0.0022 0.0045
Si 0.0024 0.0049 -0.0005
Si 0.0059 -0.0076 0.001
Si -0.0065 0.0003 0.004
Si -0.0041 0.0028 0.0131
Si -0.003 0.0063 0.0035
Si 0.0004 -0.0054 0.0021
Si 0.0034 -0.0103 0.0314
Si 0.0021 0.0029 -0.0035
Si 0.0026 -0.0092 -0.0147
Si -0.0051 0.0024 0.0051
Si -0.0017 0.0041 0.0041
Si 0.0006 -0.0061 0.0004
O -0.0082 0.0156 -0.0078
O 0.023 0.0015 0.0102
O -0.0155 0.0103 0.0024
O -0.0051 -0.0153 0.013
O -0.0081 0.0087 -0.0161
O 0.0006 0.0016 -0.0178
O 0.0025 -0.0113 0.0072
O 0.0144 -0.0011 0.0342
O 0.0098 -0.0073 0.0099
O -0.0157 0.0065 -0.0012
O -0.0089 0.0027 -0.0123
O 0.0008 -0.0188 -0.0008
O 0.0031 -0.0173 -0.0155
O 0.0042 -0.0093 -0.0027
O 0.0205 0.0097 0.0215
O -0.0053 -0.0114 -0.0195
O -0.0144 -0.0041 0.0295
O 0.0009 0.0137 -0.0056
O -0.0012 0.0034 0.0094
O -0.0045 0.007 0.0372
O 0.0194 0.0012 -0.0011
O -0.0244 0.0118 -0.0298
O -0.0055 -0.0022 0.002
O -0.0092 0.0107 0.0139
O -0.0042 0.0151 -0.0067
O -0.0035 0.0058 0.0117
O -0.0073 0.0125 -0.0015
O 0.0179 -0.0239 -0.0179
O -0.0025 -0.0118 -0.0077
O -0.0097 0.0021 0.0005
O -0.0069 0.0169 0.0021
O -0.0023 0.0142 -0.0027
O 0.0014 0.0089 -0.0094
O -0.0024 -0.018 0.0208
O -0.0025 -0.0225 -0.018
O 0.0226 -0.005 -0.0208
O -0.0028 -0.0184 0.0103
O -0.0096 0.0086 -0.0255
O -0.0035 -0.0121 0.0094
O -0.0078 0.0062 -0.0287
O -0.001 0.002 0.0171
O -0.0168 -0.0018 0.0162
O 0.0101 -0.0175 0.0004
O 0.0042 -0.0166 0.0013
O 0.0014 0.0209 -0.0147
O 0.0034 0.0062 -0.0021
O 0.0113 -0.0103 -0.0213
O 0.0123 0.0051 -0.0172
O -0.0037 0.0004 0.0211
O -0.0043 0.0203 -0.001
O 0.0018 -0.0117 -0.0156
O -0.0092 0.0331 0.006
O 0.0086 -0.0019 0.0217
O -0.015 0.0036 0.016
O -0.0054 -0.0052 -0.0153
O 0.0122 -0.0153 -0.0244
O 0.0021 0.003 -0.0116
O -0.0108 0.0045 -0.0069
O 0.0016 0.0034 -0.028
O 0.013 -0.0083 -0.0003
O 0 -0.0137 0.0066
O -0.0109 -0.0115 0.0049
O 0.0128 -0.0047 -0.0039
O 0.0053 0.0093 0.0126
O 0.0094 -0.0207 0.0243
O -0.0078 -0.0069 -0.0053

The program warned: the cutoff lies below the one the program advises for these potential files; the forces do not sum to zero within the program's tolerance; the exchange-correlation potential is rough where the density is thin.
